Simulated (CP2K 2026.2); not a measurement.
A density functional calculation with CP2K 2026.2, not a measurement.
Periodic cell of 509 atoms, Si352O157, from a study of silicon, its oxide and their interface. The atomic structure is a simulated model.
Doubt: the forces sum to 1.32 eV/angstrom along one axis rather than to zero, so they err by at least 0.0026 eV/angstrom per atom on average; the grid cutoff is modest.

Settings
functional: PBE
method: Gaussian and plane waves
basis set: DZVP-MOLOPT-SR-GTH
pseudopotentials: GTH-PBE
grid cutoff: 350 Ry, relative cutoff 50 Ry
k points: Gamma only
occupations: fixed
spin: none
net charge: 0

Cell vectors (angstrom)
a	15.3866	0	0
b	0	15.3866	0
c	0.2235	-1.0983	38.2188

Atoms and the computed forces on them: element, x, y, z (angstrom), force x, y, z (eV/angstrom)
Si	0.31	-0.743	31.953	0.038	-0.332	0.818
Si	0.264	2.416	32.044	0.023	0.25	0.804
Si	0.26	7.211	32.357	-0.111	0.387	0.59
Si	0.399	9.645	32.185	-0.24	-0.186	0.636
Si	4.173	-0.492	32.245	-0.134	0.314	0.51
Si	4.081	1.949	32.152	-0.017	-0.087	0.007
Si	3.789	7.013	32.132	0.132	-0.335	0.743
Si	3.882	10.127	32.196	0.172	0.228	0.723
Si	7.871	-0.651	32.255	0.11	-0.232	0.887
Si	7.856	2.462	32.23	0.023	0.261	0.846
Si	7.764	6.982	32.303	0.112	-0.14	0.828
Si	7.825	10.095	32.095	0.105	0.223	0.799
Si	11.911	-0.711	32.113	-0.111	-0.168	0.781
Si	11.726	2.421	32.113	0.041	0.202	0.815
Si	11.763	6.822	32.043	-0.066	-0.27	0.837
Si	11.859	9.971	31.959	-0.082	0.3	0.873
Si	2.186	14.31	33.368	-0.006	-0.008	-0.091
Si	2.182	2.659	33.39	-0.028	0.032	-0.05
Si	2.092	6.704	33.7	-0.03	-0.018	0.001
Si	2.099	10.315	33.664	-0.035	0.01	-0.03
Si	5.997	14.38	33.593	0.061	0.013	-0.043
Si	5.904	2.681	33.475	0.059	0.05	-0.023
Si	5.775	6.651	33.449	0.019	-0.009	-0.012
Si	5.9	10.471	33.387	0.014	0.005	-0.044
Si	9.905	14.313	33.362	0.005	0.025	-0.071
Si	9.83	2.735	33.469	0.02	-0.02	-0.035
Si	9.818	6.589	33.396	-0.011	0.02	-0.026
Si	9.875	10.436	33.257	0.006	-0.028	-0.051
Si	13.818	14.318	33.389	-0.004	-0.006	-0.038
Si	13.709	2.753	33.352	-0.017	-0.025	-0.033
Si	13.662	6.621	33.429	-0.029	-0.016	-0.053
Si	13.778	10.356	33.281	0.015	0.019	-0.097
Si	2.126	0.795	34.837	0.021	0.026	-0.011
Si	2.159	4.617	34.763	-0.016	-0.018	0.018
Si	2.144	8.523	35.121	-0.016	-0.003	0.032
Si	2.127	12.383	34.757	0.023	-0.005	0.029
Si	6.002	0.87	34.967	-0.015	0.017	0.021
Si	5.899	4.677	34.744	0.049	0.003	0.011
Si	5.87	8.568	34.828	-0.004	0.009	0.029
Si	5.969	12.366	34.78	0.007	-0.01	0.026
Si	9.861	0.803	34.821	-0.004	0.011	0.047
Si	9.833	4.682	34.771	-0.02	0	0.028
Si	9.843	8.549	34.737	0	-0.007	0.015
Si	9.864	12.349	34.668	-0.011	-0.006	-0.007
Si	13.744	0.846	34.782	-0.001	0.003	0.031
Si	13.7	4.662	34.733	-0.02	0.007	0.009
Si	13.664	8.536	34.809	0.025	-0.007	0.015
Si	13.733	12.323	34.65	-0.051	0.002	0.009
Si	0.223	0.829	36.199	-0.02	-0.013	0.007
Si	0.221	4.639	36.123	0.015	0.026	-0.012
Si	15.522	8.517	36.268	0.042	-0.005	0.036
Si	15.591	12.369	36.115	-0.001	-0.017	-0.005
Si	4.037	0.828	36.226	-0.012	-0.01	0.002
Si	4.041	4.659	36.175	0	0.028	-0.004
Si	4.094	8.548	36.345	-0.008	-0.004	0.018
Si	4.047	12.371	36.146	-0.013	0.001	-0.011
Si	7.962	0.832	36.223	0.02	-0.022	0.01
Si	7.872	4.676	36.091	0.002	-0.012	0
Si	7.886	8.532	36.092	0.006	-0.022	-0.031
Si	7.94	12.352	36.081	0.015	0.008	-0.002
Si	11.802	0.827	36.14	0.007	-0.014	-0.021
Si	11.773	4.678	36.115	-0.002	-0.012	-0.011
Si	11.735	8.546	36.149	-0.023	-0.001	-0.009
Si	11.792	12.349	36.042	0.009	0.028	-0.004
Si	15.584	14.27	37.514	0.01	0.011	0.016
Si	15.6	2.756	37.535	0.024	-0.01	0.016
Si	15.58	6.549	37.534	0.01	0.007	0.016
Si	15.579	10.479	37.543	0.001	-0.011	0.017
Si	4.058	14.272	37.537	-0.003	0.014	0.016
Si	4.048	2.757	37.557	0.004	-0.007	0.026
Si	4.071	6.563	37.575	-0.012	0.004	0.013
Si	4.065	10.505	37.593	-0.019	-0.006	0.022
Si	7.93	14.254	37.502	-0.013	0.001	0.017
Si	7.923	2.784	37.519	-0.009	-0.004	0.004
Si	7.894	6.601	37.466	0.001	-0.007	-0.013
Si	7.914	10.447	37.477	-0.017	0.008	-0.005
Si	11.782	14.263	37.459	-0.019	-0.011	0.011
Si	11.771	2.759	37.495	0	0.002	-0.004
Si	11.756	6.6	37.487	0.014	-0.006	0
Si	11.757	10.473	37.487	0.01	0.01	0.004
Si	1.914	0.022	11.554	0.01	0.007	-0.005
Si	1.891	3.849	11.556	-0.006	0.001	-0.005
Si	1.916	7.682	11.568	0.004	-0.009	-0.003
Si	1.917	11.539	11.55	-0.007	-0.003	-0.005
Si	5.775	-0.001	11.544	0.008	0.007	-0.009
Si	5.757	3.828	11.538	0.006	0.002	-0.001
Si	5.758	7.676	11.56	0.007	-0.004	-0.006
Si	5.752	11.517	11.553	-0.007	0.009	-0.004
Si	9.623	-0.017	11.552	0.002	-0.008	-0.009
Si	9.624	3.843	11.538	-0.013	0.007	-0.011
Si	9.598	7.697	11.533	0.009	-0.001	-0.007
Si	9.609	11.534	11.55	0.001	0.002	-0.007
Si	13.452	0.012	11.583	-0.003	-0.011	0
Si	13.439	3.864	11.589	-0.011	0	-0.007
Si	13.457	7.71	11.557	0.003	-0.003	-0.004
Si	13.433	11.554	11.571	0.001	-0.001	-0.003
Si	1.869	1.942	12.93	0.013	-0.014	0.009
Si	1.896	5.755	12.94	-0.007	0.008	0.012
Si	1.912	9.615	12.91	0.006	0.005	0.01
Si	1.955	13.476	12.89	-0.009	0.005	-0.01
Si	5.8	1.917	12.911	-0.025	-0.014	0.008
Si	5.726	5.737	12.904	0.011	-0.015	-0.009
Si	5.777	9.595	12.925	0	-0.001	0.019
Si	5.75	13.454	12.887	0.01	-0.003	-0.009
Si	9.67	1.914	12.891	0.005	-0.003	-0.011
Si	9.579	5.774	12.876	0.009	-0.007	0.008
Si	9.616	9.61	12.907	-0.026	-0.009	-0.006
Si	9.604	13.446	12.918	0.004	0.009	0.02
Si	13.438	1.937	12.958	0.001	0.013	0.004
Si	13.478	5.806	12.936	-0.01	0.006	0.022
Si	13.389	9.628	12.928	0.018	0.004	-0.018
Si	13.447	13.474	12.944	-0.006	0.001	0.023
Si	15.335	1.979	14.345	0.005	0.003	-0.028
Si	15.39	5.776	14.354	-0.007	0.01	-0.023
Si	15.333	9.631	14.22	-0.014	0.011	-0.042
Si	15.432	13.512	14.232	0.001	-0.008	-0.028
Si	3.834	1.928	14.214	0.015	0.001	-0.04
Si	3.818	5.707	14.297	0.001	0.001	-0.01
Si	3.844	9.601	14.269	-0.007	0.001	-0.069
Si	3.861	13.49	14.282	-0.002	0.009	-0.023
Si	7.775	1.899	14.236	-0.01	0.002	-0.038
Si	7.651	5.704	14.236	-0.014	0.006	-0.031
Si	7.723	9.575	14.282	0.005	-0.001	-0.038
Si	7.654	13.403	14.245	-0.007	-0.014	-0.037
Si	11.53	1.914	14.349	0	0.005	-0.009
Si	11.504	5.864	14.208	0.003	0.002	-0.058
Si	11.477	9.629	14.346	0.024	0.007	-0.001
Si	11.507	13.458	14.313	0.019	-0.005	-0.053
Si	15.383	0.017	15.644	-0.002	0.007	0.019
Si	15.373	3.874	15.802	0	0.022	0.04
Si	15.299	7.762	15.641	-0.023	-0.003	0.019
Si	15.416	11.57	15.531	-0.01	0.011	0.005
Si	3.836	0.048	15.611	0.003	0.006	0.055
Si	3.853	3.778	15.659	-0.002	-0.012	0.032
Si	3.784	7.636	15.615	-0.008	0.021	0.043
Si	3.904	11.562	15.615	0	-0.02	0.043
Si	7.729	-0.049	15.55	-0.003	-0.019	0.012
Si	7.761	3.799	15.62	0.005	-0.009	0.019
Si	7.632	7.608	15.591	-0.016	-0.005	0.025
Si	7.706	11.499	15.651	0.003	-0.003	0.035
Si	11.515	-0.032	15.737	0.003	-0.014	0.075
Si	11.554	3.959	15.531	0.006	0.005	0.047
Si	11.386	7.706	15.707	-0.005	-0.02	0.046
Si	11.48	11.544	15.726	0.015	0.045	0.055
Si	1.917	0.344	16.955	0.049	-0.144	-0.811
Si	1.967	3.491	17.06	-0.034	0.188	-0.762
Si	1.869	8.087	16.883	-0.027	-0.302	-0.765
Si	1.956	11.259	16.831	-0.004	0.277	-0.808
Si	5.824	0.325	16.821	-0.075	-0.089	-0.739
Si	5.84	3.448	16.892	-0.054	0.153	-0.783
Si	5.712	7.912	16.895	-0.042	-0.269	-0.777
Si	5.797	11.115	16.955	-0.033	0.358	-0.777
Si	9.54	-0.415	16.998	0.13	0.153	-0.791
Si	9.705	4.202	16.911	-0.146	-0.074	-0.728
Si	9.434	7.326	17.055	0.099	0.195	-0.744
Si	9.543	11.82	17.1	0.065	-0.219	-0.782
Si	13.494	-0.412	16.978	-0.084	0.235	-0.814
Si	13.353	4.299	16.987	0.187	-0.272	-0.817
Si	13.341	7.448	16.949	0.046	0.263	-0.801
Si	13.516	11.842	16.849	-0.07	-0.184	-0.832
Si	6.667	13.294	21.774	-0.064	0.03	-0.144
Si	3.362	9.943	21.097	-0.041	0.056	-0.163
Si	13.983	10.5	24.545	0.066	-0.019	-0.049
Si	2.295	13.425	19.067	0.069	0.036	-0.262
Si	7.046	3.783	23.514	-0.012	0.08	-0.01
Si	10.668	14.476	25.546	0.001	0.062	-0.002
Si	4.87	8.018	22.852	-0.083	0.013	-0.065
Si	4.776	14.332	24.021	0.047	0.038	-0.013
Si	13.721	11.03	21.564	0.077	0.071	-0.062
Si	12.987	0.817	19.821	-0.076	-0.067	-0.15
Si	13.908	9.595	19.045	-0.018	-0.066	-0.247
Si	7.042	6.382	21.694	0.03	-0.062	0
Si	9.478	8.46	22.028	-0.204	-0.092	-0.068
Si	14.67	6.027	21.107	-0.043	0.038	-0.1
Si	3.853	1.666	20.605	-0.038	0.004	0.038
Si	1.242	12.237	21.572	0.035	-0.026	-0.092
Si	3	4.462	19.768	-0.042	-0.043	-0.075
Si	1.257	4.469	22.469	0.037	0.014	-0.224
Si	10.837	3.362	27.362	-0.007	0.025	0.088
Si	1.138	8.179	19.656	-0.035	-0.022	-0.14
Si	13.252	13.447	24.855	-0.108	-0.085	-0.006
Si	11.672	3.929	22.498	0.04	-0.036	-0.094
Si	5.063	14.537	19.437	-0.01	-0.048	-0.029
Si	5.649	13.507	26.717	-0.033	0.168	0.185
Si	13.437	3.578	19.958	0.064	0.075	-0.152
Si	4.763	1.852	23.383	-0.034	-0.009	-0.04
Si	5.674	5.686	19.136	-0.082	0.014	-0.121
Si	13.292	6.914	25.428	-0.054	-0.033	-0.08
Si	2.661	6.395	24.298	-0.045	0.156	0.036
Si	9.122	2.203	21.9	0.103	0.025	-0.041
Si	12.114	6.877	22.589	0.066	-0.136	-0.015
Si	8.822	9.596	19.268	0.012	0.059	-0.331
Si	1.87	1.622	22.761	0.127	-0.041	-0.036
Si	1.214	13.648	29.105	0.017	0.052	0.272
Si	11.165	4.661	29.965	0.084	-0.008	0.188
Si	1.812	6.23	29.972	0.124	-0.027	0.313
Si	14.845	2.083	26.925	0.011	0.006	0.059
Si	8.145	-0.116	26.94	0.068	0.165	0.049
Si	4.112	-0.705	29.22	0.016	-0.026	0.16
Si	0.627	8.371	25.376	0.03	-0.023	0.021
Si	9.499	14.499	22.595	-0.005	-0.05	-0.049
Si	10.023	1.837	19.058	0.072	-0.089	-0.255
Si	5.889	4.14	28.189	0.048	-0.053	0.026
Si	6.084	10.901	19.841	0.063	0.082	-0.101
Si	11.809	9.141	26.455	-0.058	0	0.117
Si	0.241	-0.715	26.352	0.075	-0.059	0.074
Si	8.004	4.776	30.176	0.005	-0.153	0.129
Si	4.389	6.436	26.766	0.035	0.083	0.036
Si	2.169	10.773	29.878	-0.098	-0.065	0.337
Si	1.176	3.367	29.258	0.048	-0.077	0.268
Si	12.049	0.792	27.433	-0.098	0.034	-0.012
Si	6.932	10.609	26.655	0.074	0.093	0.017
Si	6.418	8.143	25.431	-0.042	-0.091	0.11
Si	12.423	13.84	21.854	0	0.015	0.004
Si	7.989	2.966	26.33	-0.019	-0.045	0.091
Si	8.955	9.313	24.996	-0.012	0	-0.048
Si	8.273	11.076	29.237	-0.026	0.126	0.139
Si	8.425	14.028	29.472	-0.111	-0.013	0.118
Si	4.04	2.218	29.812	-0.095	-0.033	0.694
Si	1.708	14.27	23.776	0.094	0.037	0.016
Si	2.466	8.424	27.953	0.005	-0.087	0.062
Si	11.49	13.782	29.348	0.023	-0.021	0.144
Si	13.03	3.768	25.172	-0.072	-0.055	0.044
Si	11.351	10.814	29.072	0.031	0.034	0.134
Si	1.902	-0.016	0.664	-0.007	0.008	0.001
Si	1.904	3.862	0.689	-0.005	-0.005	0.006
Si	1.9	7.682	0.677	0.005	0.022	0.003
Si	1.895	11.564	0.689	0.012	-0.011	0.002
Si	5.778	-0.016	0.654	0	0.012	0.001
Si	5.772	3.853	0.665	-0.006	-0.026	-0.001
Si	5.786	7.677	0.674	-0.019	0.009	-0.004
Si	5.793	11.573	0.674	-0.019	-0.014	-0.002
Si	9.637	15.366	0.629	0.005	0.016	-0.011
Si	9.626	3.871	0.65	-0.008	-0.019	-0.006
Si	9.599	7.69	0.621	0.003	0.026	-0.007
Si	9.609	11.556	0.632	0.008	-0.032	-0.005
Si	13.445	-0.015	0.656	0.002	0.013	-0.004
Si	13.449	3.855	0.665	0.007	-0.012	-0.001
Si	13.435	7.673	0.666	0.006	0.011	0
Si	13.433	11.568	0.669	0.006	-0.012	0.004
Si	1.909	1.917	2.02	-0.008	0.001	-0.003
Si	1.907	5.774	2.052	-0.002	-0.004	-0.002
Si	1.907	9.619	2.022	-0.004	0	0.003
Si	1.904	13.474	2.052	-0.013	-0.004	0.001
Si	5.772	1.917	2.011	0.009	0.003	-0.002
Si	5.776	5.764	2.041	0.015	0.003	0.001
Si	5.769	9.623	2.011	-0.003	0.002	0.001
Si	5.78	13.476	2.047	0.006	-0.002	0.004
Si	9.617	1.92	1.986	-0.011	-0.003	0.001
Si	9.613	5.785	2.016	0.012	-0.009	0.005
Si	9.608	9.619	1.988	0.007	0.005	-0.004
Si	9.615	13.463	2.017	-0.005	0.009	0.003
Si	13.449	1.919	2.011	-0.007	-0.003	0.002
Si	13.441	5.766	2.039	-0.007	0	0.007
Si	13.45	9.619	2.006	0.013	0.005	-0.004
Si	13.444	13.472	2.043	-0.01	-0.006	0.004
Si	15.372	1.921	3.38	0.001	-0.004	0.002
Si	15.366	5.772	3.398	0.003	0.011	0.001
Si	15.369	9.62	3.38	0.007	0.002	0.001
Si	15.367	13.469	3.403	0.003	0.002	0.003
Si	3.841	1.919	3.374	-0.003	-0.006	-0.008
Si	3.843	5.772	3.393	-0.007	0.006	-0.001
Si	3.84	9.619	3.374	-0.008	0	0.006
Si	3.842	13.467	3.392	-0.004	-0.007	-0.003
Si	7.699	1.92	3.366	-0.005	-0.006	0.004
Si	7.699	5.769	3.391	-0.006	-0.011	-0.001
Si	7.693	9.621	3.371	-0.004	-0.001	-0.005
Si	7.703	13.472	3.396	-0.006	0.011	0.002
Si	11.527	1.923	3.372	0.008	0.003	-0.003
Si	11.523	5.775	3.394	0.005	0.002	0.004
Si	11.525	9.617	3.367	0.001	-0.008	0.002
Si	11.523	13.464	3.395	0.009	-0.001	0.002
Si	15.373	0.007	4.755	-0.008	-0.009	-0.003
Si	15.374	3.842	4.747	-0.008	0	-0.005
Si	15.372	7.7	4.748	-0.007	-0.004	-0.003
Si	15.374	11.538	4.75	-0.003	0.001	-0.001
Si	3.838	0.005	4.75	0.003	-0.005	-0.001
Si	3.838	3.841	4.744	0.005	0.004	-0.003
Si	3.838	7.699	4.747	0.005	-0.005	-0.001
Si	3.838	11.539	4.745	-0.001	0.011	-0.002
Si	7.694	0.01	4.749	0.008	-0.001	0.003
Si	7.694	3.839	4.74	0.011	0.004	-0.001
Si	7.688	7.699	4.742	0.004	-0.003	-0.005
Si	7.691	11.539	4.745	0.002	0.008	-0.001
Si	11.527	0.006	4.747	-0.013	-0.004	-0.002
Si	11.527	3.843	4.743	-0.014	0.002	-0.002
Si	11.528	7.703	4.745	0.007	-0.004	-0.003
Si	11.528	11.533	4.744	0.002	0.003	-0.003
Si	1.912	0.002	6.113	-0.009	0.003	0.001
Si	1.912	3.845	6.107	-0.005	-0.002	0.001
Si	1.911	7.695	6.108	-0.007	0.009	0.002
Si	1.914	11.542	6.109	0	-0.008	0.001
Si	5.765	0.002	6.106	0.001	0.005	0.002
Si	5.766	3.843	6.099	0.007	-0.008	-0.001
Si	5.764	7.694	6.105	0	0.004	0.003
Si	5.762	11.541	6.104	-0.007	-0.006	0.001
Si	9.611	0.005	6.115	-0.003	0.009	0.008
Si	9.61	3.842	6.109	0	-0.008	0.007
Si	9.607	7.699	6.108	0.003	0	0.003
Si	9.61	11.536	6.111	0.004	-0.006	0.005
Si	13.45	0.004	6.111	0.002	0.004	0.003
Si	13.451	3.845	6.107	0	0.001	0.003
Si	13.451	7.701	6.108	0.003	0.005	0.005
Si	13.451	11.537	6.109	0.005	-0.004	0.004
Si	1.906	1.925	7.474	0.007	-0.007	0.002
Si	1.909	5.769	7.472	-0.001	0.002	0.004
Si	1.911	9.618	7.47	0.001	0.004	0
Si	1.912	13.464	7.477	0	-0.005	0.003
Si	5.764	1.925	7.467	0	0.005	0
Si	5.76	5.766	7.464	0.003	0	0
Si	5.758	9.616	7.465	0.002	0.004	0.002
Si	5.761	13.465	7.469	0.004	0.006	0.002
Si	9.614	1.925	7.478	0	0.003	0
Si	9.607	5.77	7.463	0.004	-0.003	-0.003
Si	9.608	9.616	7.477	-0.005	-0.002	0.003
Si	9.61	13.463	7.468	0.003	0.009	0
Si	13.452	1.925	7.473	-0.009	-0.008	-0.001
Si	13.455	5.774	7.462	-0.008	0.004	-0.003
Si	13.453	9.619	7.475	0.001	-0.006	0.002
Si	13.455	13.463	7.466	-0.008	-0.005	-0.003
Si	15.369	1.925	8.841	-0.004	0.004	-0.002
Si	15.369	5.775	8.837	-0.013	-0.001	-0.002
Si	15.378	9.625	8.837	0.012	-0.002	-0.005
Si	15.372	13.464	8.839	-0.014	-0.001	-0.002
Si	3.836	1.926	8.821	0.002	-0.001	-0.004
Si	3.836	5.764	8.831	0.008	-0.003	0.001
Si	3.834	9.607	8.827	-0.005	0.004	-0.005
Si	3.838	13.466	8.837	-0.001	0.003	0
Si	7.687	1.921	8.829	-0.002	0.001	-0.002
Si	7.685	5.766	8.826	0.013	-0.003	-0.004
Si	7.677	9.618	8.829	-0.005	-0.002	0
Si	7.686	13.459	8.83	0.005	0.002	0
Si	11.537	1.924	8.841	-0.006	0.003	0.002
Si	11.534	5.772	8.82	0.001	0	-0.005
Si	11.532	9.615	8.837	0.009	0	0.003
Si	11.535	13.466	8.827	0.004	-0.003	-0.004
Si	15.37	0	10.204	0.004	-0.003	0.005
Si	15.355	3.852	10.203	0.001	0.001	0.006
Si	15.381	7.703	10.198	-0.002	0.013	0.001
Si	15.366	11.543	10.208	-0.001	-0.007	0.001
Si	3.841	0.014	10.192	0	0	0.006
Si	3.824	3.837	10.193	0	0	0.003
Si	3.835	7.685	10.197	0	0.004	0.002
Si	3.835	11.529	10.185	0.002	-0.008	0
Si	7.697	-0.003	10.188	-0.005	0.009	-0.002
Si	7.688	3.842	10.188	0.001	-0.001	-0.001
Si	7.673	7.692	10.183	0.003	0.003	-0.002
Si	7.68	11.537	10.195	0	-0.001	-0.001
Si	11.544	-0.005	10.196	-0.007	0.004	0.004
Si	11.543	3.857	10.188	-0.004	0.001	0.001
Si	11.534	7.684	10.191	-0.002	-0.003	-0.001
Si	11.528	11.546	10.188	-0.005	0.001	0.001
O	1.913	1.9	17.493	-0.241	-0.107	0.616
O	5.971	11.764	18.456	0.156	0.585	0.333
O	2.093	4.399	18.419	-0.438	0.567	0.055
O	3.793	3.064	19.836	0.32	-0.041	-0.48
O	1.73	7.395	18.361	0.162	-0.422	0.319
O	0.4	13.909	30.493	-0.171	-0.244	-0.123
O	2.043	9.681	17.222	0.342	-0.021	0.485
O	1.875	14.749	18.251	-0.064	0.129	0.215
O	5.894	14.644	18.057	0.532	-0.544	0.017
O	11.474	1.367	19.596	-0.005	0.12	0.234
O	2.359	8.861	20.444	-0.027	-0.143	0.012
O	5.87	1.877	17.376	0.05	0.036	0.257
O	5.795	7.052	18.275	0.139	0.15	0.389
O	5.576	3.167	23.854	-0.217	0.213	0.509
O	5.686	9.505	17.253	-0.331	-0.023	0.22
O	9.377	0.562	18.294	-0.397	0.108	0.461
O	9.54	13.412	17.54	-0.141	0.098	0.206
O	10.019	3.121	18.084	0.172	0.031	0.115
O	9.564	5.74	17.519	0.265	-0.05	0.363
O	13.227	8.313	18.336	-0.377	-0.146	0.322
O	13.486	10.372	23.015	-0.59	-0.472	-0.141
O	9.408	10.888	18.45	0.247	0.05	0.442
O	13.581	0.365	18.395	0.43	0.195	0.201
O	13.506	13.388	17.379	0.086	-0.047	0.283
O	13.41	5.882	17.403	0.248	0.1	0.525
O	10.99	7.92	22.143	0.169	0.154	-0.459
O	13.653	10.909	18.162	-0.064	0.114	0.253
O	14.346	2.962	25.661	0.259	-0.18	-0.456
O	3.904	6.863	23.398	0.05	-0.435	-0.246
O	0.309	13.937	27.798	-0.26	-0.288	-0.119
O	3.998	9.29	22.423	-0.195	0.107	0.399
O	11.489	4.437	28.396	0.323	0.282	-0.308
O	13.284	9.895	20.497	-0.447	-0.129	0.468
O	7.943	-0.119	28.554	-0.183	0.268	0.451
O	6.546	11.821	21.1	0.113	-0.328	0.34
O	1.436	13.364	20.426	-0.461	0.255	0.228
O	8.037	8.028	25.422	0.213	-0.596	0.017
O	9.991	14.189	29.77	0.131	0.27	0.277
O	9.486	9.432	20.73	0.395	0.203	0.185
O	15.492	9.325	19.17	0.276	0.459	0.137
O	6.556	3.198	27.055	-0.197	-0.311	-0.091
O	3.24	6.212	30.792	0.476	-0.372	-0.4
O	9.123	2.301	20.298	-0.548	0.406	-0.101
O	3.889	13.418	19.38	0.055	-0.487	0.112
O	14.775	7.428	25.795	0.021	-0.151	0.471
O	12.883	9.909	25.543	0.019	0.137	0.164
O	15.288	11.375	21.351	0.063	-0.334	-0.353
O	1.672	4.89	29.107	0.255	0.084	-0.548
O	11.878	5.934	30.668	0.421	0.165	-0.228
O	13.021	14.027	23.352	0.481	0.43	0.082
O	2.412	1.32	21.259	-0.33	-0.186	-0.417
O	7.498	6.009	31.049	-0.256	0.202	-0.245
O	9.202	0.648	22.262	-0.239	-0.044	0.303
O	1.562	8.703	26.647	-0.107	0.471	-0.17
O	1.933	12.1	18.221	-0.33	0.009	0.377
O	2.074	4.665	21.074	0.077	0.38	-0.061
O	8.182	12.613	28.737	0.078	-0.11	-0.338
O	5.741	6.792	25.956	0.246	-0.447	-0.278
O	3.409	11.044	30.912	0.292	0.575	-0.286
O	5.931	9.392	26.328	-0.536	0.064	0.334
O	5.934	8.492	23.947	0.349	0.285	-0.062
O	12.857	7.38	23.934	0.237	0.306	-0.049
O	6.131	11.982	26.694	-0.043	-0.237	0.268
O	0.338	3.252	30.646	-0.246	0.221	-0.237
O	4.615	10.275	20.121	-0.054	-0.126	-0.362
O	4.385	14.211	30.751	0.102	-0.398	-0.047
O	11.685	3.377	25.99	-0.117	-0.36	-0.116
O	13.287	5.321	25.479	0.396	0.163	0.194
O	5.098	3.323	29.322	0.263	0.27	0.198
O	2.519	-0.799	28.967	-0.144	0.335	-0.329
O	4.539	0.845	29.099	0.267	0.193	-0.352
O	12.1	10.652	30.497	0.383	0.365	-0.122
O	5.929	4.401	18.198	0.1	0.033	0.463
O	4.963	13.825	28.149	-0.035	-0.526	-0.086
O	8.234	1.355	26.278	0.167	0.006	-0.318
O	13.013	-0.391	20.886	0.475	-0.103	0.079
O	0.232	2.984	28.016	-0.02	0.062	-0.079
O	4.954	1.725	21.78	0.553	-0.024	-0.172
O	12.244	13.777	30.782	0.292	-0.377	-0.051
O	5.772	7.395	21.676	-0.196	0.464	-0.464
O	6.843	5.634	20.265	0.58	-0.106	-0.122
O	14.518	4.774	20.078	0.325	0.066	-0.285
O	12.762	3.445	23.604	0.531	-0.518	-0.038
O	2.72	9.811	28.715	0.461	0.102	-0.244
O	1.082	13.015	22.979	-0.453	-0.184	0.554
O	4.149	5.606	19.707	-0.303	0.285	0.506
O	2.121	5.01	23.703	-0.028	-0.273	0.393
O	14.097	12.077	24.861	0.216	0.229	0.149
O	0.241	0.846	31.585	0.179	0.062	-0.333
O	11.732	8.383	31.584	-0.163	0.198	-0.344
O	7.725	3.352	30.877	-0.375	-0.063	-0.381
O	13.511	1.442	27.56	-0.062	-0.129	0.41
O	13.903	2.064	20.332	0.308	-0.118	0.636
O	4.774	5.159	27.645	-0.338	0.037	0.089
O	7.744	2.839	22.413	-0.306	0.004	-0.508
O	7.843	8.504	31.71	0.122	-0.074	-0.479
O	3.941	8.575	31.648	0.186	0.071	-0.056
O	9.789	10.563	29.352	-0.032	-0.429	0.266
O	11.842	9.784	27.938	0.414	-0.136	0.181
O	12.098	-0.529	28.34	0.394	-0.137	-0.18
O	9.584	4.918	30.017	-0.055	0.365	-0.323
O	11.564	0.407	25.915	0.174	0.325	-0.392
O	4.61	13.731	25.506	-0.628	-0.354	-0.062
O	3.883	7.711	27.62	0.473	0.247	0.073
O	15.292	5.358	22.444	-0.352	-0.07	0.699
O	5.759	13.423	23.111	0.173	-0.161	0.049
O	9.161	8.271	18.371	0.098	0.019	0.54
O	11.763	13.267	25.511	-0.033	-0.393	0.007
O	11.797	0.857	31.623	0.058	0.048	-0.467
O	7.234	9.782	19.569	-0.383	-0.411	-0.151
O	15.406	9.743	24.748	0.373	0.169	-0.042
O	0.904	2.914	22.717	-0.579	0.061	0.368
O	7.909	0.905	31.75	-0.166	-0.099	-0.292
O	7.159	4.902	28.823	0.357	0.343	-0.112
O	3.282	14.305	23.406	0.096	-0.141	-0.315
O	6.971	5.298	22.918	-0.005	0.363	0.228
O	8.418	7.235	21.815	0.143	-0.161	0.178
O	7.526	10.229	28.109	-0.234	-0.665	0.264
O	9.262	3.631	27.095	-0.12	0.448	0.019
O	4.283	0.552	19.553	0.151	0.177	-0.34
O	7.916	3.676	24.876	0.441	0.092	-0.173
O	9.146	9.299	23.385	-0.146	0.479	-0.124
O	13.043	3.516	18.383	-0.434	-0.525	0.245
O	3.171	1.991	23.684	-0.141	0.106	0.625
O	14.152	14.47	25.717	-0.126	0.359	0.333
O	1.379	14.091	25.351	0.27	-0.396	0.232
O	7.637	13.921	30.868	-0.568	-0.589	-0.127
O	10.974	1.869	27.998	-0.391	-0.22	0.379
O	0.456	0.886	26.496	0.527	0.147	-0.175
O	11.34	5.473	22.85	-0.564	0.208	0.003
O	8.204	13.621	22.174	0.132	-0.161	0.172
O	9.509	14.411	26.68	0.041	-0.328	0.319
O	10.358	3.005	22.569	0.132	0.125	0.279
O	12.845	12.369	21.336	-0.01	0.079	-0.542
O	0.552	6.362	30.979	-0.522	-0.163	-0.451
O	7.618	10.908	30.699	-0.387	0.458	-0.117
O	1.092	0.317	23.305	-0.636	0.124	-0.1
O	12.25	7.578	26.488	-0.243	-0.343	0.407
O	6.88	14.483	26.345	0.087	-0.068	-0.273
O	1.671	7.462	28.961	-0.374	0.123	-0.181
O	0.888	10.144	30.679	-0.428	0.013	-0.214
O	2.535	11.263	21.522	0.068	0.133	-0.033
O	9.841	14.472	24.17	-0.258	-0.1	0.098
O	11.613	3.338	30.775	0.302	-0.196	-0.274
O	6.084	14.321	20.66	0.292	0.35	0.091
O	2.508	2.451	29.313	-0.178	-0.283	-0.328
O	8.115	10.619	25.517	0.079	0.623	-0.366
O	13.247	6.707	21.439	-0.128	0.327	-0.394
O	5.309	0.486	24.067	0.386	0.191	0.279
O	10.806	13.946	21.82	-0.131	-0.24	-0.243
O	1.702	12.118	29.144	0.021	-0.057	-0.526
O	1.544	7.572	24.302	-0.178	0.261	-0.328
O	3.171	6.055	25.785	-0.383	-0.352	0.161
O	11.591	12.347	28.62	0.299	0.039	-0.595
O	12.223	3.904	20.976	-0.271	0.338	-0.132
O	0.319	7.121	20.55	-0.087	-0.17	0.008
O	10.354	9.271	25.778	-0.122	-0.027	-0.148

Results
total energy: -106494.325 eV
total energy less fixed offsets of O -438.35, Si -107.03 eV per atom: 1.185 eV
